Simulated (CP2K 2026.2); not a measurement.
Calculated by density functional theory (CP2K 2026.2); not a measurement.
Periodic cell of 468 atoms, Si288O180, from a study of silicon, its oxide and their interface. The atomic structure is a simulated model.
Doubt: the forces sum to 2.32 eV/angstrom along one axis rather than to zero, so they err by at least 0.0049 eV/angstrom per atom on average; the grid cutoff is modest.

Settings
functional: PBE
method: Gaussian and plane waves
basis set: DZVP-MOLOPT-SR-GTH
pseudopotentials: GTH-PBE
grid cutoff: 350 Ry, relative cutoff 50 Ry
k points: Gamma only
occupations: fixed
spin: none
net charge: 0

Cell vectors (angstrom)
a	16.3356	0	0
b	0	16.3356	0
c	-4.7913	0.7963	29.9257

Atoms and the computed forces on them: element, x, y, z (angstrom), force x, y, z (eV/angstrom)
Si	-2.991	15.421	29.866	-0.272	0.182	0.638
Si	-0.82	2.233	29.81	0.218	-0.129	0.549
Si	-2.853	4.66	29.86	-0.247	0.127	0.68
Si	4.455	6.385	0.068	-0.072	0.202	0.658
Si	-3.655	10.557	29.644	0.259	-0.246	0.611
Si	4.115	12.485	0.105	0.051	-0.249	0.657
Si	7.157	14.591	0.272	-0.006	0.193	0.628
Si	9.967	1.135	0.199	-0.223	0.074	0.674
Si	1.927	5.026	29.921	0.136	-0.231	0.642
Si	9.281	6.959	0.032	0.188	-0.081	0.653
Si	7.071	9.164	0.099	-0.01	0.246	0.618
Si	9.473	12.519	0.105	0.059	-0.239	0.631
Si	12.134	15.238	0.132	0.186	-0.167	0.683
Si	14.928	1.669	0.307	0.153	-0.271	0.607
Si	12.711	3.933	0.208	-0.427	0.23	0.583
Si	14.699	7.02	0.168	0.198	-0.068	0.667
Si	12.516	9.261	0.081	-0.164	0.159	0.691
Si	15.247	12	0.014	-0.139	0.175	0.666
Si	2.816	16.277	1.282	-0.015	-0.013	-0.047
Si	5.531	2.62	1.256	0.005	0.002	-0.072
Si	2.929	5.316	1.469	0.014	0.007	-0.038
Si	5.512	8.033	1.378	-0.006	-0.023	-0.028
Si	2.801	10.812	1.137	-0.029	0.011	-0.051
Si	5.565	13.538	1.593	-0.004	-0.007	-0.012
Si	8.308	16.295	1.405	-0.004	0.027	-0.057
Si	11.033	2.783	1.429	0.037	0.008	-0.049
Si	8.196	5.402	1.396	-0.025	-0.011	-0.063
Si	10.91	8.097	1.337	-0.011	-0.004	-0.054
Si	8.251	10.847	1.297	0	-0.003	-0.043
Si	10.986	13.661	1.462	0.006	0.024	-0.053
Si	13.752	16.326	1.428	-0.009	0.011	-0.026
Si	0.222	2.884	1.38	0.015	0.03	-0.048
Si	13.692	5.492	1.62	0.001	0.018	-0.005
Si	0.112	8.167	1.201	-0.01	0.042	-0.047
Si	13.689	10.851	1.352	0.021	-0.004	-0.041
Si	0.139	13.558	1.272	-0.002	0.004	-0.061
Si	1.458	1.329	2.671	0.012	0.001	0.021
Si	4.234	3.935	2.785	0.027	-0.012	0.023
Si	1.448	6.78	2.618	-0.023	-0.002	-0.004
Si	4.106	9.469	2.607	0.02	0.033	0.003
Si	1.475	12.17	2.63	-0.01	-0.022	0.025
Si	4.16	14.998	2.762	-0.01	-0.001	0.015
Si	6.878	1.32	2.684	-0.004	-0.019	0.001
Si	9.582	4.077	2.744	0.002	-0.039	-0.004
Si	6.842	6.724	2.793	0.006	-0.012	0.037
Si	9.591	9.508	2.701	-0.007	-0.009	0.017
Si	6.902	12.105	2.808	0.03	-0.021	0.016
Si	9.612	14.971	2.839	0.019	0	0.024
Si	12.386	1.392	2.789	-0.003	-0.007	0.017
Si	15.159	4.144	2.827	0.011	0	0.033
Si	12.203	6.793	2.823	0.009	0.023	0.042
Si	15.074	9.48	2.685	0.005	-0.016	0.005
Si	12.335	12.221	2.717	-0.004	-0.006	-0.007
Si	15.103	14.902	2.685	-0.004	-0.022	0.006
Si	0.068	16.319	4.043	-0.024	0.027	0
Si	2.793	2.645	4.102	-0.016	0.013	-0.011
Si	0.118	5.526	4.132	0	-0.009	0.019
Si	2.759	8.148	4.015	0.002	-0.019	0.004
Si	0.075	10.87	4.04	0.009	0.006	-0.006
Si	2.769	13.575	4.043	-0.011	-0.003	-0.001
Si	5.507	16.348	4.108	-0.002	0.023	0.009
Si	8.197	2.704	4.069	-0.014	0.013	0.006
Si	5.494	5.379	4.145	0	-0.006	0.005
Si	8.203	8.153	4.081	-0.016	0.01	-0.014
Si	5.445	10.795	4.073	0.003	-0.01	0.007
Si	8.221	13.565	4.125	-0.019	0.025	-0.001
Si	10.975	16.372	4.134	-0.011	0.027	-0.01
Si	13.736	2.749	4.127	0.001	-0.009	-0.001
Si	10.877	5.429	4.164	-0.006	0.008	0.016
Si	13.652	8.175	4.075	0.012	0	0.001
Si	10.937	10.878	4.071	0.004	-0.004	0
Si	13.696	13.585	4.059	-0.002	0.012	0.005
Si	1.337	14.973	10.88	-0.01	0.004	-0.019
Si	4.019	1.365	10.881	0.002	0.013	-0.012
Si	1.313	4.132	10.848	-0.007	-0.023	-0.009
Si	4.052	6.82	10.964	0	-0.012	0.002
Si	1.267	9.487	10.881	-0.003	-0.018	-0.024
Si	3.98	12.287	10.895	0	0.003	-0.005
Si	6.734	14.979	10.8	0.004	-0.01	0.005
Si	9.536	1.38	10.864	-0.001	-0.011	-0.001
Si	6.705	4.112	10.853	0.007	-0.007	-0.009
Si	9.427	6.847	10.899	0.018	-0.011	-0.001
Si	6.796	9.54	10.941	0.013	-0.01	-0.01
Si	9.501	12.269	10.915	0.003	-0.003	-0.002
Si	12.165	14.943	10.922	-0.003	-0.018	0.009
Si	-1.475	1.358	10.828	0.011	-0.016	-0.006
Si	12.207	4.11	10.851	-0.01	-0.011	-0.006
Si	-1.399	6.838	10.918	0.009	-0.002	-0.011
Si	12.246	9.617	10.842	0.012	0.001	-0.005
Si	-1.409	12.251	10.957	0.003	-0.016	0.004
Si	2.64	16.364	12.257	0.014	-0.035	-0.005
Si	5.357	2.752	12.218	0.002	0.031	-0.003
Si	2.646	5.444	12.292	0	0.009	-0.018
Si	5.441	8.194	12.328	0.006	-0.016	-0.019
Si	2.593	10.867	12.193	0.009	0.022	-0.017
Si	5.277	13.769	12.2	-0.023	0.048	-0.034
Si	8.152	16.29	12.113	-0.014	-0.014	-0.019
Si	10.835	2.805	12.242	-0.022	-0.006	-0.012
Si	7.983	5.492	12.236	-0.001	0.039	-0.014
Si	10.803	8.324	12.125	-0.039	0.013	-0.027
Si	8.132	10.95	12.299	-0.022	-0.015	-0.011
Si	10.833	13.573	12.358	0.031	0.04	-0.001
Si	13.481	16.366	12.229	-0.017	0.028	-0.013
Si	-0.158	2.8	12.102	-0.011	0.03	-0.052
Si	13.53	5.474	12.223	0.003	-0.007	-0.013
Si	-0.082	8.191	12.341	0.004	0.02	-0.012
Si	13.557	10.884	12.349	-0.007	-0.001	-0.029
Si	-0.036	13.653	12.26	0.005	0	-0.012
Si	1.137	1.403	13.412	-0.028	-0.005	0.012
Si	3.97	4.009	13.661	-0.021	0.013	0.064
Si	1.269	6.819	13.685	0.007	-0.025	0.038
Si	4.005	9.602	13.556	-0.02	-0.016	0.041
Si	1.246	12.184	13.597	-0.019	-0.012	0.01
Si	3.971	15.117	13.752	0.019	-0.015	0.039
Si	6.797	1.35	13.387	0.017	-0.007	0.029
Si	9.329	4.122	13.53	0	-0.005	0.026
Si	6.741	6.814	13.787	-0.03	-0.001	0.04
Si	9.553	9.625	13.665	0.02	0.006	0.043
Si	6.646	12.378	13.452	-0.003	0.008	0.061
Si	9.419	14.979	13.618	-0.011	0.01	0.061
Si	12.169	1.441	13.626	0.005	-0.019	0.034
Si	-1.464	4.104	13.579	0.021	-0.004	0.042
Si	12.096	6.901	13.403	0.011	0.003	0.002
Si	-1.458	9.495	13.774	-0.025	-0.023	0.07
Si	12.193	12.222	13.782	-0.004	-0.033	0.064
Si	-1.473	15.013	13.555	0.007	-0.013	0.026
Si	-0.4	16.661	14.8	0.052	-0.136	-0.661
Si	2.241	2.843	14.821	0.296	-0.049	-0.6
Si	0.117	5.174	14.933	-0.126	0.231	-0.607
Si	2.913	8.008	14.868	-0.268	0.233	-0.631
Si	-0.366	11.174	15.069	0.206	-0.235	-0.618
Si	2.808	13.358	14.856	-0.045	0.217	-0.598
Si	5.684	16.354	14.927	-0.33	0.12	-0.581
Si	8.266	2.453	14.812	-0.107	0.232	-0.61
Si	5.034	5.628	15.001	0.388	-0.314	-0.594
Si	8.419	8.058	14.958	-0.271	0.045	-0.638
Si	5.105	11.26	14.794	0.066	-0.148	-0.724
Si	7.682	13.934	14.833	0.233	-0.081	-0.686
Si	10.538	16.625	14.854	0.143	-0.14	-0.662
Si	13.761	2.568	14.974	-0.239	0.151	-0.626
Si	10.474	5.801	14.63	-0.098	-0.007	-0.599
Si	13.243	8.199	14.947	0.275	-0.055	-0.579
Si	11.168	10.574	15.195	-0.28	0.261	-0.656
Si	13.785	13.482	14.959	-0.211	0.092	-0.624
Si	7.005	9.987	17.034	0.115	0.134	-0.099
Si	10.263	13.551	19.064	0.021	-0.049	-0.012
Si	10.76	3.094	27.47	-0.056	0.06	-0.165
Si	-0.39	6.246	25.228	0.154	0.009	0.047
Si	5.011	6.518	27.087	-0.085	-0.022	-0.081
Si	4.53	3.996	25.651	0.141	0.019	-0.043
Si	-0.985	9.23	24.615	-0.124	0.136	0.03
Si	-0.058	9.5	17.664	-0.056	0.136	-0.023
Si	-0.388	2.686	19.162	-0.027	0.078	0.029
Si	12.209	15.192	17.137	-0.008	0.033	0.102
Si	7.589	13.519	25.63	-0.111	-0.073	-0.065
Si	7.6	12.828	17.741	-0.142	0	0.052
Si	7.146	7.988	23.032	-0.174	-0.006	-0.045
Si	6.445	2.004	17.148	-0.08	0.028	-0.072
Si	4.135	5.039	20.627	-0.044	0.059	0.078
Si	7.214	3.773	24.221	-0.088	-0.017	0.065
Si	-3.128	16.193	22.088	-0.156	0.017	0.109
Si	3.859	10.341	21.263	0.201	-0.002	0.008
Si	3.307	3.044	28.042	-0.081	0.135	-0.168
Si	0.984	14.831	16.961	-0.032	-0.068	0.039
Si	7.666	6.598	25.627	-0.143	-0.172	0.03
Si	11.395	10.582	24.497	0.14	0.069	-0.038
Si	-3.927	2.102	25.452	0.03	0.001	-0.074
Si	9.231	9.992	22.456	0.034	-0.054	-0.133
Si	5.308	8.692	19.306	-0.088	0.09	0.102
Si	-3.173	9.316	26.684	0.027	0.07	0.01
Si	1.178	11.846	27.932	0.057	0.012	-0.048
Si	4.923	13.842	19.209	0.086	-0.017	0.056
Si	8.96	15.16	21.136	0.051	-0.028	-0.094
Si	1.645	3.4	21.441	0.034	0.08	-0.075
Si	11.864	15.797	27.149	0.02	0.018	-0.184
Si	-2.029	13.604	23.314	-0.052	-0.016	0.02
Si	10.534	15.909	23.579	0.13	-0.016	0.064
Si	-1.566	2.169	23.415	-0.065	0.048	0.056
Si	4.575	4.325	17.814	0.021	-0.023	-0.066
Si	3.051	16.082	19.036	0.058	0.098	0.018
Si	9.381	5.905	27.921	-0.169	-0.121	0.023
Si	6.199	11.695	27.786	0.011	0.061	-0.013
Si	10.846	2.841	19.107	-0.064	-0.024	0.058
Si	7.481	6.767	20.362	0.05	0.005	-0.078
Si	1.266	11.012	25.181	0.028	0.092	0.085
Si	-2.506	10.74	22.454	-0.031	0.057	0.048
Si	2.608	11.73	18.94	0.112	0.064	0.044
Si	-1.69	5.452	19.816	0.104	-0.032	0.052
Si	-2.224	10.944	19.37	0.038	0.15	0.109
Si	8.006	12.685	22.699	0.074	0.044	0.007
Si	9.192	14.795	27.873	0.058	0.029	0.04
Si	2.293	15.822	25.386	-0.009	-0.052	0.156
Si	6.886	3.938	21.119	0.075	0.026	-0.091
Si	1.207	15.106	21.283	-0.049	-0.002	-0.096
Si	1.188	0.797	28.05	-0.163	0.054	-0.178
Si	4.768	14.259	24.924	-0.028	0.092	-0.071
Si	11.181	10.782	18.289	-0.059	-0.014	0.011
Si	4.007	7.602	22.59	0.142	-0.079	-0.041
Si	11.933	4.145	16.889	0.039	-0.09	0.21
Si	-3.009	0.925	19.222	0.011	0.079	0.072
Si	9.658	1.975	25.015	0.035	0.125	-0.097
Si	1.191	1.125	23.046	-0.134	0.019	-0.043
Si	10.085	8.271	19.895	-0.02	0.003	0.114
Si	5.08	12.895	22.231	-0.038	0.047	-0.04
Si	11.79	13.545	25.078	0.032	0.068	-0.075
Si	2.74	9.158	17.821	0.153	-0.056	0.06
Si	-0.15	13.255	19.124	0.065	-0.045	0.158
Si	2.804	6.337	25.108	-0.026	-0.113	0.085
Si	2.311	2.368	17.685	0.037	-0.126	0.087
Si	-2.138	6.657	27.662	0.02	-0.021	0
Si	-1.355	6.859	17.057	-0.061	-0.059	0.181
Si	-0.628	4.784	22.522	-0.043	0.093	-0.077
Si	8.108	1.384	19.653	-0.032	0.122	0.047
Si	0.959	13.664	23.844	-0.046	0.056	-0.026
Si	3.683	11.72	26.506	-0.051	-0.011	0.033
Si	11.747	5.538	19.553	-0.18	0.046	-0.092
Si	1.391	14.936	5.414	0.011	0.002	0
Si	4.129	1.331	5.491	0.017	-0.008	0.017
Si	1.429	4.071	5.431	0.006	-0.01	0.001
Si	4.09	6.786	5.422	-0.003	-0.005	0.006
Si	1.409	9.509	5.41	-0.011	-0.007	0.005
Si	4.11	12.216	5.425	0.007	-0.011	0.01
Si	6.832	14.941	5.452	0.011	-0.005	0.003
Si	9.549	1.363	5.454	-0.002	0.008	0.011
Si	6.859	4.055	5.482	-0.005	-0.026	0.014
Si	9.527	6.813	5.492	-0.005	-0.017	0.016
Si	6.808	9.476	5.449	0.003	-0.011	0.007
Si	9.578	12.223	5.466	-0.006	-0.019	0.019
Si	12.323	14.959	5.43	0.014	-0.006	0.005
Si	15.043	1.332	5.448	0.016	-0.009	0.033
Si	12.293	4.078	5.465	0.018	-0.004	0.013
Si	15.006	6.832	5.46	-0.003	0.002	0.013
Si	12.292	9.536	5.441	-0.015	-0.01	0.005
Si	15.028	12.22	5.419	-0.011	-0.006	-0.001
Si	2.723	16.306	6.798	0.013	0.013	0.013
Si	5.459	2.731	6.83	0.004	0.016	0.013
Si	2.732	5.445	6.804	-0.007	-0.015	0.001
Si	5.42	8.156	6.813	0.011	-0.001	0.008
Si	2.732	10.875	6.805	-0.001	0.01	0.006
Si	5.448	13.589	6.804	-0.002	0.012	0.006
Si	8.172	16.332	6.804	-0.004	0.005	0.007
Si	10.888	2.734	6.814	-0.007	-0.011	0.011
Si	8.162	5.455	6.846	-0.002	0.017	0.008
Si	10.907	8.191	6.811	0.001	0.008	0.003
Si	8.163	10.871	6.793	-0.011	0.001	0.007
Si	10.924	13.626	6.792	-0.005	0.018	0.005
Si	13.656	16.318	6.805	-0.004	0.018	0.01
Si	0.028	2.736	6.795	-0.005	-0.003	0.011
Si	13.622	5.471	6.816	0	0.005	0.017
Si	0.022	8.204	6.803	-0.008	0.007	0.01
Si	13.629	10.906	6.798	0.009	0.009	0.011
Si	0.003	13.603	6.792	-0.015	0.002	0.007
Si	1.352	1.351	8.158	0.004	-0.003	-0.013
Si	4.067	4.089	8.171	0.008	0.015	-0.007
Si	1.36	6.818	8.153	0.004	-0.013	-0.016
Si	4.073	9.529	8.205	-0.004	-0.021	-0.002
Si	1.331	12.227	8.155	0.001	0.007	-0.013
Si	4.066	14.954	8.156	-0.003	-0.013	-0.012
Si	6.808	1.368	8.169	-0.008	0.002	-0.01
Si	9.525	4.101	8.19	0.009	0	-0.004
Si	6.763	6.812	8.179	-0.012	-0.026	-0.001
Si	9.523	9.54	8.172	0.013	-0.011	-0.015
Si	6.794	12.216	8.17	0.019	0.007	-0.001
Si	9.521	14.963	8.156	-0.005	-0.001	-0.008
Si	12.239	1.334	8.131	0	-0.012	-0.01
Si	14.973	4.096	8.158	-0.005	-0.015	-0.006
Si	12.243	6.829	8.184	0.004	-0.012	-0.01
Si	14.97	9.543	8.162	0	0.001	-0.003
Si	12.264	12.28	8.157	-0.001	-0.002	-0.005
Si	14.975	14.948	8.188	-0.001	-0.013	-0.005
Si	-0.029	16.343	9.531	-0.007	0.001	-0.015
Si	2.68	2.734	9.519	0.017	0.022	-0.011
Si	-0.033	5.5	9.514	-0.008	0.001	-0.008
Si	2.696	8.157	9.56	-0.003	-0.012	-0.02
Si	-0.054	10.902	9.55	-0.007	0.014	-0.001
Si	2.668	13.612	9.494	0.022	0.011	-0.022
Si	5.398	16.367	9.49	-0.007	-0.013	-0.013
Si	8.143	2.744	9.543	-0.007	0.017	-0.002
Si	5.372	5.48	9.531	-0.013	0.007	-0.004
Si	8.116	8.199	9.515	0.004	-0.004	-0.004
Si	5.416	10.909	9.586	-0.001	0.01	0.001
Si	8.142	13.597	9.512	-0.009	0.011	-0.01
Si	10.873	16.325	9.513	-0.006	0.005	-0.001
Si	13.552	2.737	9.472	0.001	0	-0.006
Si	10.842	5.498	9.547	-0.003	0.014	-0.008
Si	13.602	8.201	9.533	-0.004	0.009	-0.011
Si	10.871	10.951	9.504	-0.005	0.005	-0.012
Si	13.588	13.611	9.573	-0.005	0.013	-0.002
O	2.149	16.712	24.071	0.537	0.18	-0.089
O	7.092	10.673	28.637	-0.006	-0.178	-0.33
O	11.362	4.941	15.655	0.211	-0.252	-0.343
O	3.962	6.385	21.509	-0.194	-0.082	0.071
O	-2.036	0.921	22.547	0.293	0.021	-0.35
O	10.756	11.04	16.725	-0.171	0.339	0.001
O	3.03	7.26	23.816	-0.441	0.367	-0.109
O	3.602	2.929	26.45	-0.383	-0.645	-0.47
O	8.967	6.656	26.566	0.341	0.463	-0.191
O	-1.206	7.566	28.656	0.18	0.523	0.099
O	13.63	7.233	16.226	-0.194	-0.188	-0.045
O	6.685	15.129	15.329	-0.067	-0.06	0.199
O	1.59	14.384	25.144	-0.046	-0.454	0.409
O	7.385	2.87	16.132	-0.169	0.722	0.048
O	3.99	6.847	15.203	0.049	0.194	0.225
O	-3.232	10.041	28.142	0.2	-0.125	0.004
O	1.222	6.203	25.425	-0.121	-0.004	0.45
O	0.495	11.576	26.496	-0.466	0.289	0.107
O	2.549	1.907	16.142	-0.006	-0.708	-0.154
O	1.237	4.045	15.324	-0.073	0.155	0.145
O	7.942	15.399	28.687	-0.434	-0.064	-0.365
O	5.211	13.605	20.782	0.032	0.126	0.092
O	4.28	12.899	25.615	0.032	-0.066	-0.118
O	7.999	8.973	16.257	0.276	-0.102	0.321
O	2.771	4.177	20.62	-0.206	0.139	-0.403
O	8.882	3.442	29.865	-0.079	-0.256	-0.274
O	-1.467	1.429	15.405	0.152	0.002	0.22
O	12.224	9.357	15.502	0.168	-0.127	0.319
O	2.653	4.448	28.554	0.086	0.151	-0.309
O	5.2	5.085	16.532	0.168	0.176	0.241
O	4.007	12.348	15.358	0.013	-0.137	0.555
O	1.08	12.227	18.908	-0.17	-0.19	-0.236
O	0.815	6.136	29.447	0.079	0.134	-0.601
O	9.633	2.342	26.582	-0.651	-0.379	0.478
O	1.399	15.838	28.969	-0.258	-0.429	-0.037
O	3.831	8.349	18.709	-0.366	-0.673	0.025
O	12.3	2.172	19.341	0.181	0.243	0.328
O	3.524	14.394	29.587	-0.156	0.129	-0.264
O	9.759	16.719	24.747	-0.46	-0.25	0.438
O	5.903	10.613	16.047	-0.047	0.155	0.071
O	13.204	14.265	16.269	0.289	0.023	0.321
O	5.564	12.86	28.727	0.15	0.217	-0.059
O	8.305	2.592	24.413	-0.063	-0.21	-0.046
O	-4.122	3.073	26.738	0.523	0.545	0.438
O	4.562	5.323	19.085	0.159	0.566	-0.086
O	0.712	2.489	17.98	-0.285	0.104	-0.559
O	11.901	9.642	25.718	-0.455	-0.405	-0.008
O	5.532	7.882	23.093	0.006	-0.04	0.355
O	11.13	2.486	24.484	0.123	0.374	-0.506
O	-0.023	1.873	23.828	0.167	0.198	0.57
O	-3.209	5.425	20.37	0	-0.172	0.58
O	-0.243	1.491	28.433	-0.16	0.121	-0.387
O	3.885	15.495	25.515	0.516	0.237	0.362
O	-1.165	5.885	26.607	-0.068	-0.356	0.049
O	11.166	12.058	25.145	-0.337	0.052	0.325
O	10.312	4.618	27.678	0.134	0.244	0.014
O	1.379	10.467	28.755	-0.561	-0.395	-0.054
O	10.862	14.413	24.075	-0.286	-0.213	-0.033
O	6.244	9.085	18.092	0.115	-0.334	-0.023
O	8.109	16.215	20.255	-0.412	-0.296	-0.039
O	4.68	2.742	28.808	0.291	0.061	-0.152
O	8.831	8.937	29.557	-0.05	0.095	-0.327
O	-1.565	9.645	23.168	0.004	-0.457	-0.177
O	-1.908	3.394	29.388	0.011	0.047	-0.227
O	-1.827	12.197	22.571	0.413	-0.069	-0.269
O	-0.589	5.63	16.339	0.177	-0.341	0.379
O	9.412	1.391	15.314	0.001	0.026	0.219
O	5.019	6.974	28.627	0.424	-0.204	-0.025
O	9.741	13.482	28.646	-0.155	-0.263	-0.18
O	5.508	3.01	17.997	0.115	-0.046	0.459
O	8.71	14.367	26.404	0.238	0.323	-0.233
O	11.34	14.215	18.076	0.053	-0.195	-0.095
O	9.979	9.1	21.305	0.139	-0.117	0.042
O	1.154	12.081	23.988	0.181	-0.272	-0.404
O	7.991	13.142	16.21	0.227	-0.368	-0.061
O	13.058	16.304	17.948	0.036	0.036	-0.135
O	2.807	10.723	25.58	0.143	-0.566	-0.022
O	7.466	5.147	20.167	0.378	-0.209	-0.307
O	2.554	8.6	16.332	-0.076	0.099	0.04
O	0.178	10.642	16.524	0.059	0.266	0.288
O	8.64	7.579	19.565	-0.263	0.072	-0.644
O	5.163	9.927	20.36	0.474	0.08	0.12
O	13.201	3.27	16.363	0.27	-0.256	0.484
O	2.695	12.372	27.632	0.289	0.613	0.245
O	9.513	16.011	22.361	-0.094	0.249	0.021
O	3.596	12.989	18.87	-0.022	0.359	-0.223
O	1.879	13.781	16.128	-0.147	-0.162	0.142
O	7.717	11.206	17.838	0.185	-0.232	0.432
O	-3.025	5.575	28.498	-0.487	0.127	-0.117
O	5.279	4.062	21.203	-0.139	-0.554	0.174
O	-1.541	6.58	18.648	0.044	0.363	0
O	6.241	0.812	29.592	-0.066	-0.223	-0.386
O	-2.52	2.337	24.715	0.269	0.378	0.118
O	12.419	10.714	23.239	-0.112	0.153	-0.146
O	-1.868	9.824	25.845	0.312	0.317	0.246
O	1.506	16.626	26.55	-0.084	0.056	-0.211
O	0.24	12.852	28.746	0.086	0.128	0.017
O	3.091	10.745	17.743	0.428	0.361	-0.479
O	11.528	11.693	29.37	0.104	-0.12	-0.414
O	8.28	12.977	24.27	0.448	0.047	0.209
O	0.509	2.738	20.502	-0.008	-0.143	0.274
O	-3.473	15.957	28.403	0.301	0.451	0.004
O	12.236	5.28	18.012	0.424	0.265	-0.125
O	5.71	3.356	24.733	-0.116	-0.305	-0.106
O	10.295	6.921	28.787	0.481	-0.142	-0.334
O	7.712	9.448	22.643	-0.497	0.398	-0.253
O	6.479	12.205	22.629	0.011	-0.676	-0.001
O	-1.801	14.349	29.506	-0.089	-0.07	-0.28
O	7.972	5.492	28.665	-0.31	0.21	-0.226
O	9.653	1.861	19.519	0.06	-0.014	0.287
O	-0.592	14.098	23.828	-0.036	0.217	0.419
O	9.035	11.574	22.113	0.527	0.083	-0.386
O	3.407	8.896	29.475	0.045	0.006	-0.291
O	4.109	11.598	22.241	-0.388	-0.11	0.451
O	10.575	9.352	18.785	0.16	-0.168	-0.25
O	7.333	4.11	22.655	0.406	0.086	0.102
O	10.797	3.163	17.513	-0.345	-0.04	-0.256
O	6.33	7.114	26.379	0.012	0.347	-0.109
O	4.628	14.016	23.318	-0.356	0.327	-0.266
O	10.625	11.983	19.233	-0.138	-0.048	0.267
O	7.348	2.493	20.562	-0.181	-0.032	-0.05
O	-2.642	14.68	22.3	0.029	-0.138	-0.61
O	-1.172	9.904	18.741	-0.024	-0.295	0.174
O	10.89	2.204	28.807	0.238	-0.341	-0.067
O	4.525	15.398	18.901	0.553	0.296	-0.316
O	0.949	4.442	22.452	0.243	0.169	0.321
O	3.411	8.983	21.998	-0.5	0.063	0.188
O	-0.233	14.106	17.748	-0.433	-0.032	-0.222
O	0.557	9.671	24.708	0.368	-0.324	-0.443
O	10.351	15.914	27.727	-0.142	0.412	0.284
O	2.506	15.662	20.5	0.295	0.203	0.372
O	-0.955	7.654	24.736	-0.377	-0.134	-0.191
O	0.36	15.991	16.061	-0.037	0.23	-0.003
O	9.503	6.892	15.408	0.161	-0.167	0.35
O	8.72	13.593	18.598	-0.211	0.381	0.311
O	5.138	4.91	26.861	0.425	-0.448	0.237
O	2.192	2.165	22.312	0.729	-0.137	0.04
O	3.52	4.907	24.765	-0.074	-0.109	-0.347
O	0.545	16.399	21.996	-0.391	0.174	0.035
O	-1.519	12.42	19.384	-0.154	0.361	-0.07
O	6.328	14.481	25.28	0.163	0.319	-0.113
O	6.161	13.366	18.274	0.024	-0.124	-0.048
O	-0.458	8.175	16.854	0.117	0.106	-0.315
O	-4.062	16.901	26.023	-0.038	-0.233	-0.191
O	0.162	14.3	20.336	-0.438	0.273	0.166
O	1.675	14.095	22.46	0.559	-0.075	-0.239
O	11.166	15.985	16.205	0.064	0.249	0.24
O	-3.112	7.71	26.912	-0.531	-0.398	0.031
O	-0.885	5.718	21.211	0.2	0.503	-0.051
O	8.052	13.986	21.749	-0.319	0.068	-0.073
O	-1.481	1.485	19.172	0.247	-0.339	0.047
O	-0.866	5.302	24.019	-0.357	0.038	0.217
O	3.038	1.346	18.737	0.356	0.231	0.165
O	1.994	15.495	17.996	-0.103	-0.017	-0.094
O	10.771	4.273	19.906	-0.42	0.055	0.367
O	7.855	7.621	24.417	0.262	0.405	0.196
O	-3.027	13.418	24.553	0.332	-0.153	0.265
O	-1.592	3.475	22.454	-0.39	0.112	-0.491
O	7.393	1.253	18.214	-0.101	-0.477	-0.275
O	7.582	5.081	25.079	-0.015	0.031	0.273
O	3.039	3.817	17.717	-0.38	0.262	-0.11
O	12.795	10.864	18.435	0.051	0.084	-0.107
O	4.918	10.91	27.163	-0.013	-0.432	0.187
O	11.918	16.521	23.006	-0.031	0.403	0.279
O	2.28	1.893	28.464	-0.001	-0.078	0.301
O	-1.439	12.367	15.441	-0.095	0.106	0.44
O	-2.645	10.466	20.866	-0.384	-0.355	-0.064
O	10.234	14.46	20.403	0.61	0.116	0.195
O	7.708	6.944	21.944	0.496	-0.164	0.245
O	13.009	16.346	20.508	-0.188	-0.267	-0.115
O	6.047	7.436	20.001	-0.166	-0.302	0.235
O	11.922	14.307	26.497	0.065	-0.18	0.575
O	11.106	6.993	19.872	0.329	0.069	0.04
O	2.692	10.857	20.292	-0.371	-0.392	0.117
O	10.062	9.931	23.85	-0.333	-0.563	0.449
O	7.098	12.318	26.602	0.165	-0.343	-0.079
O	1.272	9.117	18.498	-0.038	-0.31	0.686
O	-1.205	4.08	19.099	0.044	0.029	-0.11
O	5.542	0.936	16.296	-0.135	0.131	0.166
O	3.616	6.968	26.375	-0.299	0.618	0.057

Results
total energy: -109720.400 eV
total energy less fixed offsets of O -438.35, Si -107.03 eV per atom: 7.240 eV
